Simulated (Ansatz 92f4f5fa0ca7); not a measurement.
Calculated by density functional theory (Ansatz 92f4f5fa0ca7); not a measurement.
Periodic cell of 220 atoms, Si132O88, from a study of silicon, its oxide and their interface. The atomic structure is a simulated model.
Doubt: the cutoff is far below the 930 eV that the study's wrapper takes by default for these files, so forces and energies are approximate.

Settings
functional: PBE
potential files: Ansatz PAW
basis: plane waves
wave-function cutoff: 580 eV
density cutoff ratio: 5
exchange-correlation grid ratio: 1
k mesh: 1 x 1 x 1, Gamma-centred
self-consistency stop: 5e-08 eV per atom in the density residual
occupations: fixed
spin: none
net charge: 0

Cell vectors (angstrom)
a  10.938  0  0
b  0  10.938  0
c  0  0  33.3072

Atoms: element, x, y, z (angstrom)
Si  -0.2079  0.1987  25.7425
Si  5.969  -0.5511  25.7629
Si  2.854  2.8018  25.8331
Si  8.3413  2.3234  25.9117
Si  -0.484  6.0067  25.7218
Si  5.364  5.6954  25.7918
Si  3.0131  7.8401  25.8239
Si  8.2231  8.2234  26.141
Si  1.4195  1.3596  27.0576
Si  6.8635  1.1432  27.2285
Si  4.2238  4.1071  27.1717
Si  9.5217  4.1264  26.9804
Si  1.326  6.7933  27.1162
Si  6.8115  6.8023  27.2879
Si  4.1819  9.4721  27.0773
Si  9.6856  9.6234  27.2525
Si  2.772  -0.0365  28.4467
Si  8.2631  -0.0599  28.6197
Si  0.0125  2.7665  28.4293
Si  5.527  2.6673  28.5137
Si  2.7375  5.4336  28.5034
Si  8.222  5.4026  28.5234
Si  0.0727  8.1891  28.5474
Si  5.4608  8.1963  28.5803
Si  4.1018  1.3673  29.889
Si  9.5708  1.3673  29.889
Si  1.3673  4.1018  29.889
Si  6.8362  4.1018  29.889
Si  4.1018  6.8362  29.889
Si  9.5708  6.8362  29.889
Si  1.3673  9.5708  29.889
Si  6.8362  9.5708  29.889
Si  0  0  31.2562
Si  5.469  0  31.2562
Si  2.7345  2.7345  31.2562
Si  8.2035  2.7345  31.2562
Si  0  5.469  31.2562
Si  5.469  5.469  31.2562
Si  2.7345  8.2035  31.2562
Si  8.2035  8.2035  31.2562
Si  1.3673  1.3673  32.6235
Si  6.8362  1.3673  32.6235
Si  4.1018  4.1018  32.6235
Si  9.5708  4.1018  32.6235
Si  1.3673  6.8362  32.6235
Si  6.8362  6.8362  32.6235
Si  4.1018  9.5708  32.6235
Si  9.5708  9.5708  32.6235
Si  2.7345  0  0.6835
Si  8.2035  0  0.6835
Si  0  2.7345  0.6835
Si  5.469  2.7345  0.6835
Si  2.7345  5.469  0.6835
Si  8.2035  5.469  0.6835
Si  0  8.2035  0.6835
Si  5.469  8.2035  0.6835
Si  4.1018  1.3673  2.0507
Si  9.5708  1.3673  2.0507
Si  1.3673  4.1018  2.0507
Si  6.8362  4.1018  2.0507
Si  4.1018  6.8362  2.0507
Si  9.5708  6.8362  2.0507
Si  1.3673  9.5708  2.0507
Si  6.8362  9.5708  2.0507
Si  0  0  3.418
Si  5.469  0  3.418
Si  2.7345  2.7345  3.418
Si  8.2035  2.7345  3.418
Si  0  5.469  3.418
Si  5.469  5.469  3.418
Si  2.7345  8.2035  3.418
Si  8.2035  8.2035  3.418
Si  1.2636  1.4811  4.7577
Si  6.8142  1.3877  4.8164
Si  4.1118  4.071  4.816
Si  9.5252  4.1402  4.8507
Si  1.3626  6.8394  4.7497
Si  6.792  6.8905  4.8275
Si  4.1371  9.5642  4.8007
Si  9.5455  9.5952  4.6385
Si  2.6392  0.0213  5.9405
Si  8.274  -0.0074  6.0331
Si  -0.0646  2.8308  6.318
Si  5.4521  2.6923  6.2887
Si  2.7508  5.5381  6.1417
Si  8.1002  5.4715  6.2137
Si  -0.0843  8.2316  5.9419
Si  5.5363  8.3211  6.3246
Si  3.6698  1.5189  7.3655
Si  9.8057  1.0458  7.461
Si  1.625  4.0035  7.5681
Si  6.5325  4.351  7.6379
Si  4.3251  6.663  7.4845
Si  9.3844  7.0881  7.3189
Si  1.0791  9.7862  7.2007
Si  7.3067  9.4548  7.5837
O  1.8648  3.8943  25.1056
O  7.1488  9.2631  25.3467
O  2.7333  2.8295  7.7889
O  8.3736  8.2286  8.0244
O  5.3888  5.4981  7.9562
O  0.0659  -0.0239  7.8512
O  4.1597  6.7396  25.3012
O  9.5393  1.2973  25.3433
O  1.7383  8.9513  8.4156
O  1.3901  4.5723  9.3097
O  9.0211  1.3247  8.8811
O  7.0129  10.4562  8.8916
O  3.679  0.661  8.7913
O  3.606  7.1445  8.8769
O  7.0594  3.8629  9.1308
O  10.4543  6.2882  8.3098
O  3.8492  2.1209  24.7039
O  5.4248  0.016  24.3066
O  7.2191  2.709  24.7379
O  11.1168  5.6989  24.2369
O  9.282  7.1536  25.3734
O  2.2946  8.4585  24.4759
O  6.2168  5.1579  24.4651
O  0.378  10.3601  24.3888
Si  2.4113  8.0255  9.5414
Si  10.9615  6.7744  14.3861
Si  -0.0002  -5.1252  17.1843
Si  4.1677  0.8709  23.7016
Si  7.4224  -2.011  20.3029
Si  8.2828  0.8199  21.209
Si  1.7184  9.7415  23.6497
Si  10.5161  9.5396  14.4376
Si  3.9053  9.7794  11.7428
Si  4.972  16.154  12.005
Si  6.9255  1.8091  16.78
Si  4.6199  7.4733  20.2036
Si  13.2165  8.5464  14.1036
Si  3.7522  1.4863  10.2093
Si  7.9589  11.4586  9.844
Si  1.719  8.3759  20.7728
Si  2.527  -5.4048  21.2356
Si  2.237  3.9928  10.8768
Si  8.2553  4.4034  17.5235
Si  6.9516  3.9265  23.6678
Si  12.6121  3.6559  18.7987
Si  6.3727  3.0699  10.4056
Si  4.5264  2.9745  18.3891
Si  7.9553  -0.2185  14.9947
Si  10.3983  4.5599  12.2703
Si  -1.3668  3.1332  22.5419
Si  6.2488  7.9141  12.2852
Si  8.5974  9.6411  12.2884
Si  5.5507  2.3336  21.3663
Si  12.0239  4.4164  23.7821
Si  9.8582  2.7137  19.6595
Si  11.1548  5.8947  9.7184
Si  -5.3481  5.8795  17.6341
Si  -0.8695  -2.5932  19.032
Si  8.0074  10.1213  17.7009
Si  4.7862  6.7868  14.6313
O  7.6399  10.3119  13.4543
O  6.9899  9.5525  18.8485
O  7.8376  8.201  11.9963
O  -1.5905  1.1887  20.0087
O  4.5646  5.4886  13.5891
O  7.5285  9.6575  16.1964
O  -1.425  -1.3799  18.0609
O  4.9135  13.5092  9.8995
O  5.4263  9.2183  11.7347
O  1.2701  7.0469  10.1848
O  7.0541  1.1275  15.2873
O  8.4755  4.2282  23.1192
O  5.6863  6.5967  11.4715
O  1.4838  6.7806  21.0627
O  -2.146  8.0122  20.0615
O  10.1465  9.5974  12.816
O  15.7362  4.4957  17.9082
O  6.0384  8.141  20.8151
O  2.8291  -0.0226  23.6278
O  3.1381  9.5319  13.1384
O  5.9968  3.5275  22.4038
O  9.9638  3.5807  21.0378
O  2.235  4.3468  20.1689
O  -5.9343  7.0078  18.6745
O  0.525  -2.0881  19.7539
O  8.6851  10.498  10.9148
O  11.6355  6.2967  15.8093
O  12.1235  4.2367  12.0174
O  9.623  10.7469  15.1248
O  10.1803  5.636  13.6144
O  0.411  2.6331  19.0118
O  3.9841  11.3769  11.4188
O  1.2819  7.4  13.4788
O  12.1318  9.611  14.8017
O  7.1962  5.6082  17.8916
O  3.4354  -3.2489  14.9154
O  12.078  4.8724  17.8679
O  10.9838  3.2151  23.3642
O  5.931  18.6358  13.8805
O  2.2186  4.846  22.6921
O  6.8532  1.5105  20.8835
O  5.3342  -4.6224  16.0855
O  1.4536  -1.6712  22.1215
O  -2.1896  3.553  18.8231
O  9.5738  4.9969  16.7978
O  9.4858  3.1592  12.3848
O  4.5137  1.3792  22.1963
O  3.3039  -2.4251  20.2389
O  2.9086  2.7593  18.1871
O  3.6169  4.8393  11.1201
O  6.0777  4.0124  11.7204
O  9.9925  8.0421  14.856
O  -6.0726  2.8586  19.9932
O  7.8747  11.7682  17.7117
O  7.9553  -0.7889  21.3125
O  4.0624  6.1556  21.0691
O  8.9384  1.5949  22.5253
O  2.4481  2.4113  10.5612
O  18.4385  3.3177  16.5757
O  3.0135  9.0023  10.6473
O  10.0791  5.4033  10.7455
O  7.1801  1.6819  10.6847
O  10.4836  -3.9227  18.1932
O  5.424  1.9371  17.4694

Results
free energy: -133957.425 eV
free energy less fixed offsets of O -568.88, Si -635.61 eV per atom: 4.535 eV

Forces (eV/angstrom), in the order of the atoms: element, x, y, z
Si  0.0092  -0.0072  0.0297
Si  0.0205  -0.0167  -0.0532
Si  0.0076  0.009  0.0029
Si  -0.0129  -0.0408  -0.0528
Si  -0.0236  0.0171  -0.0448
Si  0.0049  -0.0128  0.0123
Si  0.0178  -0.0067  -0.045
Si  0.0034  0.0014  0.032
Si  -0.0126  -0.0024  0.001
Si  -0.0045  0.0095  0.0323
Si  -0.0071  0.0017  -0.0007
Si  0.0212  0.0262  0.0354
Si  0.0016  -0.0054  0.0315
Si  -0.0026  0.004  0.0022
Si  -0.0053  0.0083  0.0283
Si  -0.003  0.0052  -0.0042
Si  -0.0029  0.0054  0.0026
Si  0.0046  -0.0092  -0.0021
Si  0.0088  -0.0125  0.0066
Si  -0.0032  0.0044  -0.0024
Si  0.0166  -0.0053  0.0009
Si  -0.0144  0.0083  0.0042
Si  -0.0137  0.008  0.0014
Si  0.0093  -0.0087  0.0046
Si  -0.0717  -0.1639  -0.2858
Si  0.3092  0.481  -0.0108
Si  -0.0336  -0.1619  -0.1624
Si  0.1556  -0.424  0.1105
Si  -0.3965  -0.1084  0.1531
Si  0.0871  -0.1192  -0.192
Si  0.4774  0.1172  0.029
Si  0.0355  -0.246  0.5715
Si  0.1244  0.1509  -0.0487
Si  -0.0017  0.009  0.0109
Si  -0.0957  -0.0529  -0.052
Si  0.0171  0.0803  0.0368
Si  -0.0371  0.0412  -0.0112
Si  -0.0906  -0.0391  -0.0528
Si  0.0006  0.041  0.0329
Si  -0.1356  -0.041  0.0141
Si  0.0056  -0.0478  0.0122
Si  0.0354  -0.0428  -0.0237
Si  0.0144  -0.0046  -0.0241
Si  0.0015  -0.0347  -0.0149
Si  0.047  0.0248  -0.0283
Si  0.0843  -0.0152  -0.0014
Si  0.0013  -0.0581  -0.0252
Si  0.0044  -0.0079  -0.033
Si  0.0237  -0.0195  -0.0123
Si  -0.0579  0.0453  0.0134
Si  -0.0293  0.0346  0.0206
Si  -0.0238  0.0135  0.0427
Si  -0.0634  0.053  0.0085
Si  0.0184  -0.0153  -0.0026
Si  -0.0187  -0.0273  0.0426
Si  -0.0292  0.068  0.0144
Si  -0.0714  -0.0858  0.0445
Si  0.0641  -0.0862  -0.0571
Si  0.0707  -0.03  -0.0133
Si  0.0903  0.0608  0.0547
Si  -0.0342  -0.0635  -0.0128
Si  -0.1141  -0.0209  0.0162
Si  0.1539  0.1681  0.0298
Si  0.0333  -0.1009  -0.0338
Si  0.0072  0.5795  -0.6633
Si  0.0938  0.0743  0.0778
Si  -0.0833  0.2313  -0.0765
Si  -0.0138  0.0457  0.3209
Si  -0.1618  -0.1935  0.1024
Si  -0.1267  0.1389  0.2785
Si  0.3234  -0.0264  -0.005
Si  -0.4696  -0.3035  -0.481
Si  -0.0029  -0.013  -0.0013
Si  0.0075  -0.0066  0.005
Si  0.0003  0.018  0.0199
Si  -0.0008  -0.0107  -0.0149
Si  -0.001  -0.0021  0.0117
Si  0.0048  -0.0052  0.0051
Si  -0.0064  -0.0103  0.0032
Si  -0.0228  0.0115  0.009
Si  0.0099  0.004  -0.0077
Si  0.0067  -0.0208  0.0128
Si  -0.0218  -0.0262  -0.0087
Si  0.0017  -0.0108  -0.0237
Si  -0.0255  -0.0462  0.0104
Si  -0.0163  0.0059  -0.0015
Si  0.0262  0.001  -0.0354
Si  0.0149  0.0163  0.0068
Si  0.0133  -0.0207  0.0145
Si  -0.0682  -0.0065  0.1321
Si  0.0743  -0.022  -0.1162
Si  0.0284  -0.0274  0.1064
Si  0.0375  -0.0269  -0.0313
Si  -0.1693  0.1072  -0.1047
Si  -0.0309  0.064  -0.0381
Si  -0.0175  0.0871  -0.0105
O  -0.0056  0.0028  -0.0105
O  -0.0223  0.0235  -0.0038
O  -0.04  0.0471  0.0054
O  0.033  -0.0573  0.0205
O  -0.0257  0.0391  -0.0101
O  0.0211  -0.0152  -0.0307
O  -0.0115  0.0103  0.0011
O  -0.0072  0.0065  0.0045
O  0.0249  -0.0811  0.128
O  -0.1964  0.1224  0.2397
O  0.0499  -0.0329  -0.1799
O  -0.0267  -0.0906  -0.0796
O  -0.0254  0.0008  0.0142
O  -0.0684  0.0203  0.061
O  -0.0365  0.0717  -0.1684
O  0.0318  -0.1573  0.3069
O  0  -0.01  0.0067
O  0  -0.0052  0.0319
O  0.0048  0.0034  0.0191
O  0.0056  -0.0081  0.0179
O  0.017  -0.0167  -0.0014
O  0.0025  -0.0001  0.0205
O  0.0011  0.0031  0.0063
O  0.0012  -0.0024  -0.0057
Si  0.131  0.138  -0.102
Si  0.6702  0.9746  0.6059
Si  -0.1019  -0.1133  0.2284
Si  -0.004  0.013  -0.0171
Si  -0.0071  0.0171  -0.0235
Si  0.0036  0.0073  -0.0208
Si  0.003  0.0098  -0.0104
Si  -0.0801  0.3721  -0.0656
Si  0.0679  0.082  -0.0148
Si  0.3613  -0.1402  0.0605
Si  0.0441  0.0034  -0.1272
Si  0.0035  0.0014  -0.0099
Si  0.1407  0.1891  0.0962
Si  0.1514  -0.0302  -0.0112
Si  0.028  0.2636  0.2545
Si  0.0055  0.0087  0.0013
Si  0.0015  -0.0056  0.0014
Si  0.4905  -0.314  -0.6121
Si  -0.0827  -0.1054  -0.0518
Si  -0.0043  -0.0004  -0.0174
Si  0.0184  -0.0523  0.0101
Si  0.4235  -0.0791  0.2955
Si  0.0294  -0.0298  -0.0319
Si  0.0065  0.1754  -0.0933
Si  -2.4932  -3.9644  0.338
Si  -0.0025  -0.001  -0.0072
Si  -0.0101  0.0126  0.0016
Si  -0.0343  0.2868  -0.0533
Si  -0.003  0.0008  -0.0144
Si  -0.0005  -0.0027  -0.0043
Si  -0.0173  -0.0049  -0.0221
Si  0.9641  0.4387  -0.9056
Si  0.0101  -0.0271  0.0039
Si  -0.0241  0.0567  0.0166
Si  -0.0244  0.0572  -0.0464
Si  0.0874  -0.0332  0.0053
O  0.0034  -0.0894  0.0024
O  -0.0004  -0.0137  0.0225
O  0.0071  -0.0787  -0.0036
O  0.0017  0.0011  0.0128
O  -0.0675  0.0264  0.0029
O  0.0023  -0.0445  0.0428
O  0.0242  -0.0283  0.016
O  -0.1409  -0.0159  -0.0325
O  -0.0093  -0.0114  -0.0024
O  -0.1747  -0.1578  0.1145
O  -0.0307  -0.0368  0.0713
O  0.0024  -0.0016  0.0084
O  -0.0346  0.0317  -0.0073
O  -0.0016  -0.0005  0.0052
O  0.0126  -0.0099  0.0051
O  0.0546  -0.1243  0.0523
O  -0.0021  0.0283  0.0066
O  -0.0045  -0.0025  0.0131
O  -0.0018  -0.0072  0.0125
O  -0.0451  -0.0413  0.0312
O  0.0008  -0.0015  0.0094
O  0.0034  0.0037  0.0091
O  -0.0078  0.0062  -0.0006
O  -0.0056  0.0037  0.0053
O  -0.0047  -0.009  0.0001
O  -0.0055  -0.1441  0.0224
O  -0.0907  -0.02  -0.3079
O  -1.6198  1.0252  0.6936
O  0.0573  -0.1441  0.0199
O  0.2641  -1.3051  -2.1331
O  0.0094  0.0161  0.0068
O  -0.0359  -0.0224  -0.0169
O  -0.199  -0.2412  -0.0553
O  0.014  -0.1192  -0.0168
O  0.0021  0.0235  0.0075
O  -0.0916  0.0066  -0.0187
O  -0.0194  0.0605  -0.0474
O  0.0046  0.0072  0.0129
O  -0.0207  -0.0094  0.012
O  -0.0007  0.0055  0.0061
O  -0.0017  0  0.013
O  -0.0203  0.0141  -0.013
O  0.0006  -0.005  -0.0007
O  0.0192  0.0172  0.0169
O  0.0843  0.0819  -0.0358
O  2.4513  3.8651  -0.3437
O  -0.0014  0.0001  0.0125
O  -0.0036  -0.0001  0.0069
O  -0.0177  0.0152  0.0112
O  -0.2917  -0.0273  0.0063
O  -0.2545  0.144  -0.0064
O  0.015  -0.391  -0.076
O  -0.0057  0.0041  0.0178
O  0.0114  -0.0312  0.0445
O  -0.0011  -0.0075  0.0101
O  -0.0026  0.0038  0.0071
O  -0.0028  0.0005  0.0096
O  -0.1385  0.2596  0.1506
O  0.0027  0.0429  0.0699
O  -0.0492  -0.0713  -0.0212
O  0.0366  -0.3872  1.9839
O  -0.126  -0.12  -0.1652
O  0.0304  -0.029  -0.0546
O  -0.0373  0.0152  0.038

The program warned: the cutoff lies below the one the program advises for these potential files; the exchange-correlation potential is rough where the density is thin.
